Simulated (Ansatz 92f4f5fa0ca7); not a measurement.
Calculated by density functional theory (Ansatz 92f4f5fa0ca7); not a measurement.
Periodic cell of 297 atoms, Si195O102, from a study of silicon, its oxide and their interface. The atomic structure is a simulated model.
Doubt: the cutoff is far below the 930 eV that the study's wrapper takes by default for these files, so forces and energies are approximate.
This geometry differs little from another in the collection (a relaxation step or a small displacement).

Settings: functional PBE; potential files Ansatz PAW; basis plane waves; wave-function cutoff 580 eV; density cutoff ratio 5; exchange-correlation grid ratio 1; k mesh 1 x 1 x 1, Gamma-centred; self-consistency stop 5e-08 eV per atom in the density residual; occupations fixed; spin none; net charge 0.

Cell vectors (angstrom)
a, 11.6015, 0, 0
b, 0, 10.938, 0
c, 0, 0, 41.2882

Atoms and the computed forces on them: element, x, y, z (angstrom), force x, y, z (eV/angstrom)
Si, 0, 0, 0.9665, -0.0133, 0.0653, 0.0059
Si, 3.8672, 0, 0.9665, 0.0065, 0.0723, 0.0024
Si, 7.7343, 0, 0.9665, 0.018, 0.06, -0.026
Si, 1.9336, 1.3673, 0.9665, 0.0058, -0.0849, 0.012
Si, 5.8008, 1.3673, 0.9665, -0.0112, -0.0352, 0.027
Si, 9.6679, 1.3673, 0.9665, -0.0052, 0.0269, 0.0035
Si, 0, 5.469, 0.9665, -0.0114, -0.0244, 0.0053
Si, 3.8672, 5.469, 0.9665, 0.0117, 0.0329, -0.0092
Si, 7.7343, 5.469, 0.9665, -0.0081, 0.027, 0.0049
Si, 1.9336, 6.8362, 0.9665, 0.0003, -0.1261, -0.0142
Si, 5.8008, 6.8362, 0.9665, -0.0103, -0.021, -0.0162
Si, 9.6679, 6.8362, 0.9665, 0.0247, -0.0087, 0.0172
Si, 1.9336, 2.7345, 40.3211, 0.0626, 0.1171, -0.0474
Si, 5.8008, 2.7345, 40.3211, -0.0027, 0.0058, 0.0412
Si, 9.6679, 2.7345, 40.3211, 0.0279, -0.047, 0.074
Si, 0, 4.1018, 40.3211, -0.0279, 0.0242, 0.0147
Si, 3.8672, 4.1018, 40.3211, 0.0107, -0.0213, 0.0303
Si, 7.7343, 4.1018, 40.3211, 0.053, -0.0236, 0.0083
Si, 1.9336, 8.2035, 40.3211, 0.0191, 0.1657, -0.0596
Si, 5.8008, 8.2035, 40.3211, 0.0277, 0.0593, -0.0381
Si, 9.6679, 8.2035, 40.3211, 0.0192, -0.0528, 0.0698
Si, 0, 9.5708, 40.3211, 0.0275, -0.0721, -0.0359
Si, 3.8672, 9.5708, 40.3211, 0.0706, -0.0584, 0.0038
Si, 7.7343, 9.5708, 40.3211, 0.0364, -0.1431, -0.0843
Si, 0, 0, 4.8337, 0.0413, -0.0702, 0.2531
Si, 3.8672, 0, 4.8337, -0.2373, 0.0497, 0.1644
Si, 7.7343, 0, 4.8337, -0.1128, 0.3376, -0.4898
Si, 1.9336, 1.3673, 4.8337, -0.0147, -0.1603, 0.0874
Si, 5.8008, 1.3673, 4.8337, 0.0342, -0.1065, 0.2962
Si, 9.6679, 1.3673, 4.8337, -0.1639, -0.0308, -0.19
Si, 0, 5.469, 4.8337, 0.1267, 0.1451, -0.2476
Si, 3.8672, 5.469, 4.8337, -0.1314, -0.1761, 0.1277
Si, 7.7343, 5.469, 4.8337, -0.1298, -0.0169, 0.1689
Si, 1.9336, 6.8362, 4.8337, -0.0267, -0.0286, 0.2585
Si, 5.8008, 6.8362, 4.8337, 0.0319, 0.1391, -0.0821
Si, 9.6679, 6.8362, 4.8337, -0.1672, -0.0998, 0.0666
Si, 1.9336, 2.7345, 2.9001, -0.0499, 0.1354, 0.083
Si, 5.8008, 2.7345, 2.9001, -0.078, 0.1049, 0.0619
Si, 9.6679, 2.7345, 2.9001, 0.0284, -0.0155, -0.0053
Si, 0, 4.1018, 2.9001, -0.0291, 0.0435, -0.0702
Si, 3.8672, 4.1018, 2.9001, 0.0187, 0.0095, -0.0626
Si, 7.7343, 4.1018, 2.9001, -0.0198, -0.0675, 0.0372
Si, 1.9336, 8.2035, 2.9001, 0.0103, 0.1333, 0.0473
Si, 5.8008, 8.2035, 2.9001, -0.0305, -0.0411, -0.0717
Si, 9.6679, 8.2035, 2.9001, -0.0249, 0.0123, -0.0363
Si, 0, 9.5708, 2.9001, -0.0413, -0.0863, 0.0308
Si, 3.8672, 9.5708, 2.9001, -0.0032, -0.0895, 0.0241
Si, 7.7343, 9.5708, 2.9001, -0.0229, -0.0499, 0.0237
Si, -3.6365, -2.1928, 22.9293, -0.0126, 0.0155, 0.0414
Si, -0.3271, 3.8572, 32.8206, -0.0114, 0.029, 0.0072
Si, 3.3106, 5.2386, 24.6631, 0.002, -0.0042, 0.0238
Si, -2.671, 3.5324, 33.2238, -0.0039, -0.0283, 0.008
Si, 2.0417, -3.9666, 32.0292, 0.0142, -0.0284, 0.0569
Si, 12.0693, 0.5854, 30.9704, -0.1109, 0.0445, -0.2154
Si, 3.4036, 3.1508, 22.1667, -0.0011, -0.0057, 0.0402
Si, 0.8869, 5.0592, 31.1061, 0.0309, -0.0359, 0.0045
Si, 5.8809, 6.3959, 26.2491, -0.0123, -0.0354, 0.0296
Si, -2.4246, 10.8651, 30.0607, -0.0322, 0.0715, -0.0284
Si, 4.7479, 9.7018, 32.3296, -0.0565, 0.0517, -0.0353
Si, 10.352, 8.8972, 33.1667, 0.0199, -0.0326, 0.0219
Si, -3.2661, 5.4977, 29.2776, -0.0018, -0.0271, -0.0183
Si, 10.6548, 2.6214, 24.1003, -0.0336, -0.0261, 0.0551
Si, 11.2518, 6.7738, 29.8578, -0.079, -0.0276, -0.0817
Si, 0.289, 8.4438, 31.4639, 0.056, 0.0402, -0.0238
Si, 7.5224, 8.2166, 25.8322, 0.0162, 0.0223, 0.0262
Si, 12.2435, 1.5893, 33.0739, -0.1208, 0.0715, 0.0204
Si, 6.1921, 6.5468, 31.146, 0.036, -0.2124, -0.1173
Si, 4.8922, 12.8081, 31.3707, 0.0283, 0.0052, 0.0504
Si, 8.4104, 9.8516, 32.2887, -0.0016, -0.0026, -0.0406
Si, -4.2477, 14.6481, 31.4805, 0.007, 0.0655, -0.0402
Si, 4.0733, 7.6873, 30.9764, 0.0882, 0.098, 0.0282
Si, 7.716, 12.2059, 27.7596, -0.0061, -0.0308, 0.0821
Si, -0.5187, -0.0502, 34.385, -0.027, -0.0508, 0.0014
Si, 3.9764, -0.2453, 34.4511, 0.0002, 0.0105, -0.0515
Si, 7.6294, 0.1304, 34.3147, 0.0302, -0.1308, -0.0122
Si, 2.5795, 1.6677, 34.3095, -0.0008, -0.0325, 0.0944
Si, 5.6731, 1.4109, 34.5844, -0.09, 0.0312, -0.0147
Si, 9.3434, 1.5807, 34.6313, 0.1504, 0.0996, -0.0185
Si, 0.1842, 5.3844, 34.5832, 0.0059, -0.0253, -0.0075
Si, 4.2266, 5.2121, 34.4143, 0.0149, 0.0235, -0.0073
Si, 8.161, 5.4242, 34.5557, -0.0211, 0.0022, -0.03
Si, 2.2234, 6.5495, 34.3571, -0.006, -0.0003, -0.0059
Si, 6.1549, 6.7406, 34.4526, 0.0009, -0.0922, -0.1056
Si, 9.9951, 6.9564, 34.6159, 0.0153, 0.0344, -0.0318
Si, 2.0833, 2.7072, 36.4269, 0.0085, -0.0171, -0.0153
Si, 5.903, 2.7313, 36.5175, 0.0142, 0.0093, -0.0006
Si, 9.7406, 2.7886, 36.5695, 0, -0.0014, 0.0101
Si, 0.1232, 4.0556, 36.4976, -0.0148, 0.0294, -0.0041
Si, 4.0029, 4.1051, 36.502, -0.007, 0.0059, -0.0113
Si, 7.8429, 4.1335, 36.5087, 0.0185, 0.0027, 0.0144
Si, 1.9982, 8.1134, 36.3036, -0.0062, -0.0363, -0.0079
Si, 5.915, 8.1201, 36.3967, -0.0236, 0.0451, 0.0528
Si, 9.7528, 8.2933, 36.5113, -0.0028, -0.0062, 0.0004
Si, 0.088, 9.6626, 36.384, 0.0049, 0.0086, 0.0133
Si, 3.9306, 9.448, 36.4328, -0.0012, 0.0156, 0.0165
Si, 7.7644, 9.6178, 36.3306, -0.0062, 0.0144, -0.0002
Si, 0, 0, 38.3875, 0.2333, 0.0788, -0.0882
Si, 3.8672, 0, 38.3875, 0.0326, -0.2559, -0.3892
Si, 7.7343, 0, 38.3875, -0.0679, -0.0245, -0.4546
Si, 1.9336, 1.3673, 38.3875, 0.1255, -0.1326, -0.1393
Si, 5.8008, 1.3673, 38.3875, 0.2443, -0.1766, 0.3837
Si, 9.6679, 1.3673, 38.3875, 0.0334, -0.2639, 0.3867
Si, 0, 5.469, 38.3875, 0.2311, -0.0642, 0.1417
Si, 3.8672, 5.469, 38.3875, 0.0984, 0.2655, 0.1457
Si, 7.7343, 5.469, 38.3875, -0.1106, 0.2492, 0.4449
Si, 1.9336, 6.8362, 38.3875, -0.131, 0.0015, -0.4839
Si, 5.8008, 6.8362, 38.3875, 0.1583, -0.0388, 0.0188
Si, 9.6679, 6.8362, 38.3875, -0.002, 0.1551, 0.0545
Si, 1.8424, 2.6273, 6.8452, 0.0002, -0.0158, 0.0001
Si, 5.7357, 2.6842, 6.8419, 0.0201, -0.0053, 0.0198
Si, 9.6047, 2.7794, 6.7095, -0.0101, 0.0226, -0.0275
Si, -0.0479, 4.0711, 6.6989, -0.031, 0.115, 0.0286
Si, 3.7957, 4.0221, 6.749, -0.0106, 0.0186, 0.0128
Si, 7.6429, 4.1045, 6.7971, -0.0023, 0.0271, 0.0145
Si, 1.868, 8.1381, 6.8541, -0.0375, -0.0505, -0.0157
Si, 5.7337, 8.2932, 6.7051, 0.0325, 0.0119, -0.0205
Si, 9.5735, 8.2631, 6.7157, -0.0193, -0.0171, -0.0018
Si, -0.0528, 9.5233, 6.7888, -0.0122, 0.0253, -0.026
Si, 3.7819, 9.5822, 6.8044, -0.004, 0.0358, 0.0194
Si, 7.6821, 9.7004, 6.7761, 0.0161, 0.0285, 0.0062
Si, -0.2001, -0.1466, 8.7726, -0.0096, -0.0321, 0.0046
Si, 3.806, -0.0709, 8.8453, 0.0356, -0.0238, 0.0106
Si, 7.7323, 0.1845, 8.7324, 0.0104, -0.0249, -0.0031
Si, 1.7964, 1.1772, 8.8287, -0.0336, -0.0248, -0.0071
Si, 5.7142, 1.4283, 8.9356, -0.0141, 0.0043, -0.0235
Si, 9.7614, 1.519, 8.6614, -0.0189, -0.0448, -0.1019
Si, 0.1682, 5.0333, 8.8081, -0.3066, 0.1531, -0.3582
Si, 3.7903, 5.3959, 8.6474, 0.0101, -0.0638, -0.0211
Si, 7.4279, 5.5652, 8.6717, 0.0457, -0.0218, -0.0184
Si, 1.9024, 6.6717, 8.7942, 0.0596, -0.0285, 0.0842
Si, 5.5731, 6.9152, 8.5716, 0.0189, -0.02, -0.0333
Si, 8.9023, 7.3695, 8.7645, 0.0567, -0.0526, -0.0336
Si, 0.1519, -1.8981, 14.7361, 0.04, 0.0489, -0.0601
Si, 10.8716, 3.1661, 10.0508, 0.2506, 0.0016, 0.1604
Si, 6.1635, 2.1504, 13.0644, 0.0589, -0.0658, 0.0267
Si, -1.4301, 6.9386, 13.5211, -0.0138, 0.1259, -0.0791
Si, 7.5071, 1.2293, 16.6036, -0.0371, 0.0676, -0.0422
Si, 2.154, 7.63, 11.0029, 0.0037, -0.0069, -0.0064
Si, 2.2518, 3.6392, 17.2012, 0.0845, -0.0471, 0.0303
Si, 3.5106, 4.0694, 10.604, -0.0637, 0.0785, -0.0393
Si, 11.3985, 7.7676, 11.547, -0.0389, 0.0024, 0.1
Si, -3.9547, 10.708, 13.8691, 0.0001, 0.0476, -0.0123
Si, 1.1475, 4.1291, 14.1815, 0.1708, 0.0976, 0.1608
Si, 3.2143, 5.7766, 12.2009, 0.0041, 0.0054, -0.0148
Si, -1.028, -0.0066, 12.7798, 0.0234, 0.0035, 0.0188
Si, 3.8379, -1.4639, 10.8067, 0.0384, 0.066, 0.0628
Si, 5.8266, -2.7616, 10.5349, -0.0071, 0.0615, 0.0893
Si, 1.5356, 2.6558, 10.6418, -0.0089, -0.2285, 0.2439
Si, 7.1553, 4.7722, 10.9014, -0.0174, 0.0082, 0.0068
Si, 10.3263, -1.1888, 10.7402, 0.024, -0.0348, 0.0138
Si, -3.2125, 3.6252, 14.9833, -0.0243, -0.0672, 0.052
Si, 9.5009, 4.4742, 11.4764, -0.0103, 0.0664, 0.0465
Si, 5.3377, 7.4493, 16.1394, 0.0027, 0.0206, 0.0296
Si, -1.2897, 4.5943, 13.7376, -0.0466, -0.056, -0.0666
Si, 10.3524, 6.2546, 10.15, 0.0016, 0.1009, -0.0201
Si, 5.9657, 5.437, 18.5265, -0.0238, -0.0205, 0.0048
O, 17.9876, 8.3314, 22.7531, 0.0254, 0.0017, -0.0239
O, -7.7567, -7.3384, 16.7533, -0.0691, 0.0038, -0.0038
O, 13.8301, 27.0869, 13.4698, -0.029, -0.0367, 0.0238
O, 40.2284, 19.8759, 16.7868, -0.004, -0.0612, -0.0197
O, 15.6751, 32.1994, 26.3206, 0.0079, 0.0026, -0.0369
O, -9.9041, 2.1541, 17.6756, -0.0076, 0.0135, 0.009
O, 8.7943, 30.4594, 26.8466, 0.0083, 0.0048, -0.0283
O, 16.0107, 13.4353, 18.9486, 0.0035, -0.0341, 0.0387
O, -21.5204, -11.6799, 21.9767, -0.0037, 0.0121, -0.0175
O, 10.4525, -10.1307, 30.6246, 0.2326, -0.0569, 0.0509
O, -7.6541, -10.1733, 24.1467, 0.0003, -0.0046, -0.0175
O, -28.4884, 15.9332, 31.7663, 0.0134, 0.0717, 0.0176
O, -15.5937, -16.3445, 18.5379, 0.045, 0.0221, 0.0069
O, -17.0226, 0.7613, 27.4492, 0.0086, 0.0238, -0.0389
O, 4.7299, 16.9491, 25.086, 0.021, 0.0118, -0.0161
O, 19.9177, -11.5244, 22.98, 0.0058, -0.0125, -0.0135
O, 5.2076, 10.5087, 22.1698, 0.0019, 0.0068, -0.0165
O, 12.9825, -20.5324, 29.8327, -0.0836, -0.0373, 0.125
O, -30.0675, 10.9288, 18.2576, 0.0009, -0.0072, 0.0122
O, -1.7203, 4.2006, 17.801, 0.0149, 0.0121, 0.013
O, 22.8807, 9.8203, 23.6707, -0.0139, -0.0031, -0.0333
O, 10.9672, -7.4439, 22.7096, 0.0055, 0.0213, -0.0206
O, -4.5513, -4.4828, 29.7072, -0.07, 0.0707, 0.0782
O, -21.0165, -8.9299, 22.1653, 0.0008, 0.0121, -0.0091
Si, 0.6747, -9.8527, 18.412, -0.0204, 0.018, -0.0068
Si, 2.049, -10.2635, 21.189, -0.016, 0.0038, -0.0201
Si, 12.4394, 9.8106, 17.4294, 0.0068, -0.0029, -0.0257
Si, 22.6681, 4.4607, 21.3732, -0.0221, 0.0144, -0.0117
Si, 21.6906, -3.4542, 20.8935, 0.0107, -0.0134, 0.0072
Si, 2.4089, 2.5996, 29.6562, -0.0236, -0.0272, -0.0066
Si, 5.1566, 11.8899, 23.0732, 0.003, -0.0199, 0.0501
Si, 19.4179, 12.36, 20.2243, 0.0009, -0.0097, 0.0011
Si, 2.3207, -5.8939, 20.1005, 0.0099, 0.0214, -0.0114
Si, 5.5373, 21.194, 27.0187, -0.0225, 0.0011, 0.0503
Si, 14.5364, 8.866, 15.4904, -0.005, 0.0119, -0.0406
Si, -9.6428, 4.2036, 27.1529, -0.0351, 0.0506, -0.0338
Si, -10.9669, -1.8953, 22.589, 0.0067, -0.0046, 0.0664
Si, 18.2731, 8.2893, 32.6041, -0.0242, 0.0896, 0.1052
Si, -7.2334, 8.0093, 28.5941, -0.0159, 0.0342, -0.0474
Si, -25.9875, 5.3824, 17.4373, -0.0427, 0.0051, -0.0065
Si, 15.9695, 7.3379, 20.4284, 0.0056, -0.0204, -0.0499
Si, -8.1903, -0.6188, 24.836, -0.0038, 0.0279, 0.0524
Si, 10.9196, 4.4283, 25.5685, 0.0118, 0.0172, 0.0931
Si, -3.473, 4.4633, 27.1751, 0.0149, 0.0541, 0.0032
Si, 0.2086, -0.2224, 24.9463, 0.0288, 0.0143, 0.054
Si, -17.8637, -1.5085, 18.3172, 0.004, 0.0012, -0.0156
Si, -6.7226, 8.9056, 22.4939, -0.0238, 0.0299, 0.0224
Si, -10.2308, 6.6472, 24.5862, -0.0067, 0.0077, 0.053
Si, -1.446, -2.9106, 18.4709, -0.0151, 0.0319, 0.0051
Si, -21.5311, -3.7636, 27.5999, 0.0171, -0.0053, 0.006
Si, 7.0198, 7.6265, 13.6095, 0.0364, 0.0351, 0.0625
Si, 28.8123, 13.8792, 10.8671, 0.0113, 0.0276, -0.0237
Si, 9.8952, -7.9726, 18.8461, 0.0091, -0.0117, 0.0006
Si, 1.2136, 2.0938, 12.9312, 0.0295, -0.1866, -0.0776
Si, 4.7138, 11.9641, 19.51, 0.0008, 0.0128, -0.0347
Si, 15.3104, 0.2953, 13.5638, 0.0326, 0.0211, -0.0877
Si, 16.7544, 3.2839, 17.7255, 0.0471, 0.018, -0.0133
Si, -1.9774, 9.9732, 27.1848, -0.0409, 0.0278, 0.0416
Si, 8.0968, 1.0243, 23.1802, -0.0105, 0.0046, 0.0198
Si, -5.8948, -15.4716, 12.099, -0.031, -0.0382, -0.0398
Si, 8.0617, 9.1818, 10.0354, -0.026, -0.004, 0.0453
Si, -7.2988, 13.9113, 33.3778, 0.0508, 0.0075, -0.0436
Si, -15.0522, 10.3917, 18.3279, 0.0022, -0.0292, 0.0169
O, -0.5993, -0.726, 26.2985, -0.0332, -0.0134, -0.0112
O, -16.9757, -20.7563, 20.1222, 0.0078, 0.0026, 0.0072
O, 4.4181, -24.3033, 19.2841, 0.0043, 0.0115, 0.0284
O, -39.528, -23.348, 18.834, 0.0057, 0.0072, 0.001
O, 2.4202, -7.9717, 28.0728, 0.0262, -0.0641, 0.1061
O, -0.9897, -3.0509, 14.8122, -0.0142, -0.0621, 0.0117
O, -16.6858, 31.3998, 25.9225, 0.005, 0.0102, -0.0339
O, 1.3153, -3.1883, 23.3633, -0.0158, 0.0227, -0.0351
O, -19.4998, -0.8314, 14.7446, 0.0021, 0.0209, 0.0344
O, 2.898, 4.1553, 25.8298, -0.0383, -0.001, 0.0193
O, 24.6081, 7.4607, 26.0188, -0.004, 0.0068, -0.0043
O, -20.2975, 6.5742, 20.3117, -0.0213, -0.0253, -0.0148
O, -7.6787, -1.8996, 23.8791, 0.0107, 0.0119, -0.0014
O, 15.555, 10.5136, 12.1131, -0.0117, -0.0739, -0.0283
O, 34.9286, -13.3402, 18.2355, 0.0213, 0.0005, -0.0077
O, 8.1859, 1.7964, 21.7433, -0.0025, 0.0008, -0.0106
O, 8.6664, -10.8258, 19.7496, -0.0054, 0.0089, 0.0152
O, -22.847, 4.0761, 26.8083, 0.0277, 0.0175, -0.0711
O, 11.61, -22.7825, 16.0229, -0.0074, -0.0226, -0.0096
O, -25.611, -9.1001, 24.0672, 0.005, -0.0006, -0.0306
O, -2.1571, -6.1421, 26.2234, -0.0206, -0.0083, -0.0361
O, -2.9679, 2.2805, 15.9501, 0.0076, 0.0489, -0.0175
O, 32.4806, 21.6498, 13.7787, -0.0427, -0.0136, -0.0057
O, 2.3804, -34.407, 16.9842, 0.0299, -0.0334, -0.0185
O, 6.9535, 9.2787, 13.5078, 0.0102, -0.0086, -0.0001
O, -7.678, 13.1205, 30.0838, -0.0899, 0.0243, -0.0514
O, 3.8726, -14.3611, 15.4231, -0.0059, 0.0062, 0.0343
O, -5.3617, -8.6882, 17.012, 0.0115, -0.0337, 0.0099
O, 3.4193, 15.2145, 23.3421, 0.001, -0.017, -0.0324
O, 28.1874, -10.7198, 31.5026, -0.006, -0.0536, 0.0011
O, -2.8688, 0.3725, 26.8395, 0.013, -0.0042, -0.0564
O, 30.3786, -20.9941, 12.7604, 0.0047, 0.0008, 0.029
O, 0.2802, 18.275, 28.425, -0.0252, 0.0009, 0.0389
O, 0.0053, 5.6767, 24.6892, -0.0065, -0.0067, -0.0231
O, 48.4833, 37.4874, 18.5044, -0.0148, 0.0067, -0.0037
O, 18.1969, 1.2079, 23.8091, 0.0057, -0.0034, -0.0243
O, 15.0946, -21.3677, 20.4476, -0.0048, -0.0034, 0.0056
O, 19.9327, 26.0348, 30.2367, -0.0366, -0.034, 0.0218
O, -6.5511, -4.0916, 27.6127, -0.0145, -0.005, -0.0197
O, 9.6862, -4.5658, 29.5467, 0.084, 0.0468, -0.0366
O, 9.2901, 9.318, 17.8907, 0.0234, -0.0216, 0.0216
O, -12.4604, -9.2421, 18.2476, 0.0086, 0.0086, 0.0269
O, 5.3001, 9.3583, 28.375, -0.0261, -0.0289, 0.0171
O, -14.8979, -13.7806, 24.389, 0.0093, 0.0025, -0.0212
O, 13.0374, -6.8358, 15.8422, -0.101, 0.0318, -0.2037
O, -4.4688, 22.0851, 15.3627, 0.0152, -0.0461, -0.0212
O, -21.2674, 3.9169, 30.491, -0.036, 0.0465, -0.0262
O, -6.1291, 28.038, 19.9516, -0.0009, 0.0103, -0.0071
O, 14.4165, 8.2262, 28.0851, -0.0237, -0.0139, -0.0224
O, -41.5683, -9.4613, 13.8157, -0.0341, -0.0259, 0.0245
O, -18.3916, -8.6255, 22.2338, -0.0065, -0.0001, -0.0313
O, -12.6103, 14.3904, 20.2088, -0.0051, 0.002, -0.0128
O, 6.7447, 15.9496, 26.4691, 0.0313, -0.03, -0.0243
O, 13.4092, 10.3858, 25.0905, 0.0058, -0.0034, -0.0339
O, 13.2259, 19.2836, 14.6742, -0.0196, -0.0132, 0.0254
O, 0.9834, 4.9377, 21.0239, -0.0184, -0.0115, -0.0009
O, -3.5103, 44.6879, 29.3326, 0.0527, -0.0398, 0.0033
O, 3.3644, 14.9301, 20.7766, 0.0027, -0.0189, -0.0059
O, 0.0648, 1.3768, 24.555, -0.0082, 0.001, -0.0264
O, -9.3566, 0.9976, 13.5915, -0.0233, 0.0582, 0.1121
O, 20.3806, 51.8005, 21.7074, -0.0084, 0.0054, 0.0018
O, -35.0279, 8.3987, 21.371, -0.0292, -0.0007, -0.0197
O, 23.3256, -1.0076, 13.3873, -0.0097, -0.0266, 0.0309
O, 7.0263, -7.6957, 14.0424, -0.0103, 0.0137, -0.0521
O, -6.2482, 28.1901, 17.285, -0.0024, 0.0555, -0.0291
O, -10.6692, -9.9736, 20.0386, 0.0137, 0.015, 0.0071
O, -0.3594, 1.4918, 12.9766, 0.0188, 0.0932, -0.0115
O, 6.5964, -14.649, 15.1507, -0.0042, 0.0022, -0.0832
O, 0.8516, 42.7384, 30.8993, -0.0845, 0.0052, -0.0355
O, 19.7268, 4.9257, 16.007, 0.0182, -0.009, -0.0202
O, -12.9889, -5.0589, 21.35, 0.0173, -0.0218, 0.0083
O, 31.7668, 18.1709, 13.267, 0.0313, -0.0243, -0.0051
O, -3.6822, 2.8438, 27.4068, -0.0035, -0.0197, -0.048
O, 6.4081, 13.3806, 31.0443, 0.0048, -0.0251, -0.0032
O, 2.2104, 16.5852, 27.8899, -0.0262, 0.0026, -0.0271
O, -1.782, 9.9235, 28.8322, -0.0006, -0.0102, 0.0046
O, -36.7112, -4.1735, 17.5031, 0.0062, -0.0212, -0.0256
O, 8.321, -8.3362, 19.1969, 0.0229, -0.0102, 0.0131

Results
free energy: -181956.592 eV
free energy less fixed offsets of O -568.88, Si -635.61 eV per atom: 13.118 eV

The program warned: the cutoff lies below the one the program advises for these potential files; the exchange-correlation potential is rough where the density is thin.
